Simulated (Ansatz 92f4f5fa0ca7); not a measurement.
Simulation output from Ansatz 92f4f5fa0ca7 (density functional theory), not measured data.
Periodic cell of 220 atoms, Si132O88, from a study of silicon, its oxide and their interface. The atomic structure is a simulated model.
Doubt: the cutoff is far below the 930 eV that the study's wrapper takes by default for these files, so forces and energies are approximate.
This geometry differs little from another in the collection (a relaxation step or a small displacement).

Settings: functional PBE; potential files Ansatz PAW; basis plane waves; wave-function cutoff 580 eV; density cutoff ratio 5; exchange-correlation grid ratio 1; k mesh 1 x 1 x 1, Gamma-centred; self-consistency stop 5e-08 eV per atom in the density residual; occupations fixed; spin none; net charge 0.

Cell vectors (angstrom)
a, 10.938, 0, 0
b, 0, 10.938, 0
c, 0, 0, 32.5256

Atoms: element, x, y, z (angstrom)
Si, -0.2951, 0.1686, 25.0084
Si, 5.6345, -0.1599, 25.0463
Si, 2.7174, 3.2476, 24.7135
Si, 8.5093, 2.4931, 25.0423
Si, 0.2287, 5.1443, 25.0684
Si, 5.3326, 5.7026, 24.9145
Si, 3.0746, 7.9281, 25.0022
Si, 7.7629, 8.4725, 25.1265
Si, 1.2655, 1.1587, 26.4494
Si, 6.8544, 1.3816, 26.3443
Si, 4.1443, 4.1976, 26.3084
Si, 9.6375, 4.0141, 26.4374
Si, 1.3896, 6.8204, 26.291
Si, 6.7739, 6.821, 26.4095
Si, 4.1286, 9.5369, 26.3741
Si, 9.4859, 9.545, 26.3244
Si, 2.7508, -0.0699, 27.7657
Si, 8.1993, 0.0101, 27.7474
Si, 0.0444, 2.6863, 27.7965
Si, 5.4591, 2.7533, 27.686
Si, 2.7355, 5.4849, 27.7304
Si, 8.2233, 5.4538, 27.7158
Si, -0.004, 8.2011, 27.677
Si, 5.4577, 8.1918, 27.7876
Si, 4.1018, 1.3673, 29.1073
Si, 9.5708, 1.3673, 29.1073
Si, 1.3673, 4.1018, 29.1073
Si, 6.8362, 4.1018, 29.1073
Si, 4.1018, 6.8362, 29.1073
Si, 9.5708, 6.8362, 29.1073
Si, 1.3673, 9.5708, 29.1073
Si, 6.8362, 9.5708, 29.1073
Si, 0, 0, 30.4746
Si, 5.469, 0, 30.4746
Si, 2.7345, 2.7345, 30.4746
Si, 8.2035, 2.7345, 30.4746
Si, 0, 5.469, 30.4746
Si, 5.469, 5.469, 30.4746
Si, 2.7345, 8.2035, 30.4746
Si, 8.2035, 8.2035, 30.4746
Si, 1.3673, 1.3673, 31.8418
Si, 6.8362, 1.3673, 31.8418
Si, 4.1018, 4.1018, 31.8418
Si, 9.5708, 4.1018, 31.8418
Si, 1.3673, 6.8362, 31.8418
Si, 6.8362, 6.8362, 31.8418
Si, 4.1018, 9.5708, 31.8418
Si, 9.5708, 9.5708, 31.8418
Si, 2.7345, 0, 0.6835
Si, 8.2035, 0, 0.6835
Si, 0, 2.7345, 0.6835
Si, 5.469, 2.7345, 0.6835
Si, 2.7345, 5.469, 0.6835
Si, 8.2035, 5.469, 0.6835
Si, 0, 8.2035, 0.6835
Si, 5.469, 8.2035, 0.6835
Si, 4.1018, 1.3673, 2.0507
Si, 9.5708, 1.3673, 2.0507
Si, 1.3673, 4.1018, 2.0507
Si, 6.8362, 4.1018, 2.0507
Si, 4.1018, 6.8362, 2.0507
Si, 9.5708, 6.8362, 2.0507
Si, 1.3673, 9.5708, 2.0507
Si, 6.8362, 9.5708, 2.0507
Si, 0, 0, 3.418
Si, 5.469, 0, 3.418
Si, 2.7345, 2.7345, 3.418
Si, 8.2035, 2.7345, 3.418
Si, 0, 5.469, 3.418
Si, 5.469, 5.469, 3.418
Si, 2.7345, 8.2035, 3.418
Si, 8.2035, 8.2035, 3.418
Si, 1.247, 1.5096, 4.7396
Si, 6.817, 1.3441, 4.8185
Si, 4.1363, 4.0707, 4.8178
Si, 9.5753, 4.1121, 4.7636
Si, 1.4146, 6.8252, 4.8251
Si, 6.7496, 6.9631, 4.727
Si, 4.0891, 9.6129, 4.8332
Si, 9.6283, 9.4887, 4.7438
Si, 2.6245, 0.1492, 5.9935
Si, 8.2259, -0.1123, 6.0489
Si, -0.0143, 2.8875, 6.2865
Si, 5.48, 2.7, 6.277
Si, 2.8337, 5.5066, 6.2091
Si, 8.1543, 5.5543, 5.9056
Si, 0.0819, 8.2109, 6.2131
Si, 5.5443, 8.3431, 6.2933
Si, 3.6896, 1.6298, 7.4722
Si, 9.7055, 1.1291, 7.2822
Si, 1.6408, 4.0706, 7.6536
Si, 6.7536, 4.4033, 7.3566
Si, 4.5109, 6.6221, 7.4917
Si, 9.3532, 6.9637, 7.3044
Si, 1.116, 9.9994, 7.4261
Si, 7.2942, 9.3561, 7.7189
O, 1.4067, 4.1907, 24.3808
O, 6.7237, 9.6233, 24.4993
O, 2.6671, 2.819, 8.0738
O, 8.3157, 8.0758, 7.9475
O, 5.6175, 5.4593, 7.9385
O, -0.0953, 0.0939, 7.9265
O, 4.1898, 6.8239, 24.4226
O, 9.5864, 1.3448, 24.4966
O, 1.9808, 9.663, 8.8007
O, 1.1995, 4.9444, 9.0295
O, 8.58, 1.4948, 8.4389
O, 7.1254, 9.908, 9.3027
O, 4.0046, 0.5784, 8.7219
O, 4.0587, 7.2564, 8.9433
O, 7.7385, 3.9629, 8.6248
O, 9.8319, 5.9674, 8.5114
O, 2.2553, 1.8026, 25.2876
O, 3.4662, 2.889, 23.3074
O, 7.9985, 3.2812, 23.6975
O, 10.1784, 5.6101, 23.8114
O, 8.2658, 7.575, 23.8311
O, 2.4792, 8.7218, 23.6689
O, 7.5316, 4.3551, 21.3318
O, 0.5096, 10.5888, 23.6351
Si, 3.1083, 10.5049, 9.6493
Si, 7.7565, 2.5143, 9.3802
Si, 3.1137, 3.6484, 12.2707
Si, 4.5183, 1.7857, 22.7203
Si, 6.832, 3.8586, 22.7189
Si, 6.1819, 0.3825, 16.0352
Si, -0.2465, 7.9402, 20.6994
Si, 5.9291, 6.6708, 18.3177
Si, 2.8198, 6.5071, 12.6157
Si, -2.1233, 13.5125, 13.9649
Si, 1.7803, 2.9655, 18.4452
Si, 4.6596, 5.1753, 14.3091
Si, 4.5314, 7.9001, 10.3587
Si, 7.2569, -5.9496, 12.8514
Si, 8.9257, 9.9866, 15.9167
Si, 0.9776, 9.0933, 23.1602
Si, 0.4558, -0.1234, 14.37
Si, 5.6122, 2.8726, 11.1687
Si, 6.5234, 11.5289, 13.0413
Si, 7.8122, 4.6636, 19.7495
Si, 7.1737, -1.7402, 10.8084
Si, 9.9978, 2.7872, 11.2665
Si, 0.608, 7.8989, 14.0054
Si, 8.8667, -1.7546, 18.5972
Si, 5.9244, 2.8693, 18.0781
Si, 4.03, 1.1288, 19.7803
Si, -1.5293, 7.265, 11.8736
Si, 8.2522, 7.1368, 16.5714
Si, 10.9631, 5.2887, 19.1419
Si, 9.7182, 7.0869, 23.3166
Si, 10.797, 5.5777, 15.9976
Si, 10.7468, 5.4919, 9.7605
Si, 0.1273, 2.5318, 15.8638
Si, 5.7457, -1.2068, 18.514
Si, 4.3788, 4.4229, 17.3943
Si, 12.3168, 1.1835, 11.7394
O, 4.6996, 4.7794, 15.8513
O, 9.6566, -0.954, 17.3926
O, 7.9239, 1.3056, 13.4798
O, 2.2504, 5.0369, 12.1269
O, -6.8724, -7.57, 10.9619
O, 5.8538, 2.621, 22.324
O, 2.8672, 3.8174, 17.5617
O, 6.1242, 7.9385, 10.7098
O, -1.1096, 10.5278, 14.6965
O, -0.3298, 6.7104, 10.8697
O, 13.5361, 1.6919, 19.1358
O, 9.4174, 4.8831, 19.5075
O, -0.8419, 7.8673, 13.2378
O, -4.0169, 6, 19.4287
O, -1.2884, 7.1841, 21.7042
O, 7.7613, 0.1302, 16.0584
O, 9.4738, 2.3446, 15.4536
O, 11.29, 4.1175, 15.4003
O, 4.896, 0.5816, 23.7634
O, 2.4537, 11.3635, 10.8398
O, 6.0138, 5.0371, 23.5425
O, 11.526, 2.4245, 17.4373
O, 2.1024, 2.4129, 12.5328
O, 7.342, 3.4711, 18.6955
O, 11.8055, -2.1366, 21.5513
O, 4.0746, 9.4539, 10.3999
O, 6.5406, 15.0936, 11.6292
O, 10.0499, 2.7797, 12.8974
O, 6.0899, 5.7159, 13.7304
O, 8.6174, 8.5035, 11.149
O, 1.6618, -3.3421, 12.8091
O, 7.9412, 3.9431, 13.9099
O, -2.5916, 8.4706, 15.6092
O, 5.5908, 12.5976, 12.2533
O, 8.3462, 6.0655, 12.2817
O, 6.0154, 1.8393, 16.7827
O, 11.8613, 1.2463, 15.1676
O, 11.3808, 6.71, 19.8675
O, -5.221, 11.1957, 14.4565
O, -0.0762, 8.0921, 23.9188
O, 5.4444, 8.1572, 18.7516
O, 5.4743, -0.7777, 16.9471
O, 4.6186, -0.3594, 19.3645
O, -4.1285, -0.6876, 12.038
O, 4.537, 5.8217, 18.2361
O, 5.2359, 2.138, 19.3714
O, 3.8524, 1.1155, 21.3953
O, 9.847, 9.085, 19.8847
O, 0.6298, 6.7494, 15.1667
O, 3.8612, 7.006, 11.5079
O, 3.5702, -4.5795, 14.058
O, 11.1547, 1.7703, 10.7493
O, 0.2599, 5.6043, 17.5635
O, 8.7598, 7.6324, 18.0573
O, 7.3796, -1.0595, 18.884
O, -1.7661, 5.9229, 15.9607
O, 11.6463, 0.1453, 12.7907
O, 6.1818, 2.2575, 9.7544
O, 6.7063, 6.6653, 16.8475
O, 1.0896, 9.3256, 14.6878
O, 10.1924, 4.2297, 10.5942
O, 8.5065, 2.3457, 10.8193
O, 1.0341, 4.0144, 19.4969
O, 4.1447, 3.8255, 13.5289

Results
free energy: -133960.675 eV
free energy less fixed offsets of O -568.88, Si -635.61 eV per atom: 1.285 eV

Forces (eV/angstrom), in the order of the atoms: element, x, y, z
Si, -0.0762, 0.0827, -0.026
Si, 0.0735, -0.0795, -0.1411
Si, -0.0499, 0.0478, -0.0377
Si, 0.084, -0.0674, -0.0849
Si, 0.0447, -0.0508, -0.0607
Si, -0.1003, 0.032, -0.1066
Si, 0.1157, -0.0722, -0.0558
Si, -0.0997, 0.0963, -0.085
Si, -0.0249, 0.0272, 0.0056
Si, 0.0464, -0.0296, -0.028
Si, -0.0172, 0.0577, -0.0078
Si, 0.0199, -0.0075, -0.0128
Si, 0.0051, -0.0078, -0.0158
Si, -0.0223, 0.0258, 0.0292
Si, 0.0405, -0.0207, -0.0111
Si, -0.0386, 0.0126, -0.0064
Si, 0.0055, 0.0085, 0.0008
Si, -0.0069, -0.004, -0.0313
Si, 0.0273, -0.0293, -0.0085
Si, 0.0015, -0.0095, -0.0145
Si, 0.0062, -0.0016, -0.0295
Si, -0.0054, -0.0094, 0.0071
Si, 0.0248, -0.0191, -0.0016
Si, -0.0027, 0.0096, -0.0025
Si, 0.0276, 0.0383, -0.3039
Si, -0.0471, -0.2113, 0.3109
Si, 0.2873, 0.0736, 0.1324
Si, -0.0431, 0.0092, -0.2771
Si, -0.2349, -0.0473, 0.2979
Si, 0.0897, 0.0385, -0.3047
Si, -0.2051, -0.3996, 0.0519
Si, 0.0846, 0.0341, 0.1486
Si, -0.0975, -0.0137, -0.0055
Si, 0.0339, 0.0283, -0.01
Si, -0.0082, 0.0593, 0.0049
Si, 0.0131, -0.0396, -0.026
Si, 0.0204, 0.0152, -0.016
Si, -0.0222, 0.0137, -0.0334
Si, -0.1124, -0.1215, 0.0374
Si, 0.0095, 0.0476, -0.0145
Si, 0.005, -0.0348, -0.022
Si, 0.028, -0.0219, -0.0231
Si, 0.0407, -0.0158, -0.0067
Si, -0.0397, 0.0115, -0.028
Si, 0.0656, 0.0244, -0.0087
Si, 0.0075, -0.0131, -0.0172
Si, -0.0393, 0.0278, -0.0215
Si, 0.0421, -0.0126, 0.0018
Si, 0.0311, -0.0014, 0.0076
Si, -0.0642, 0.0749, -0.0314
Si, -0.0038, 0.0073, 0.0463
Si, -0.0359, 0.0142, 0.0377
Si, -0.1149, 0.058, -0.0301
Si, 0.0834, -0.0283, 0.0026
Si, -0.0562, -0.0338, 0.0385
Si, 0.0272, -0.0115, 0.044
Si, -0.0523, -0.0635, 0.0465
Si, -0.1067, -0.1893, -0.0475
Si, 0.198, 0.1133, -0.0324
Si, 0.0675, 0.0762, 0.0484
Si, -0.0492, -0.1239, -0.029
Si, -0.0909, -0.0017, 0.0061
Si, 0.0963, 0.1155, 0.0453
Si, 0.155, 0.0809, -0.015
Si, -0.2448, 0.2118, -0.1865
Si, -0.1272, -0.0011, 0.1048
Si, 0.001, 0.3267, -0.129
Si, -0.0394, -0.2534, 0.1964
Si, 0.258, 0.1075, 0.0909
Si, -0.264, 0.1128, -0.0172
Si, 0.2262, 0.0192, 0.2985
Si, 0.0983, -0.0174, -0.5976
Si, -0.0199, -0.0145, -0.0111
Si, -0.0073, -0.0029, 0.0173
Si, -0.0091, -0.0019, 0.0103
Si, -0.0202, -0.0026, 0.0067
Si, -0.0186, 0.0077, 0.0081
Si, -0.0376, -0.0081, 0.0132
Si, 0.0057, -0.0256, 0.0055
Si, 0.0127, 0.0016, 0.026
Si, -0.0098, 0.0168, 0.0071
Si, 0.0158, -0.0338, -0.0108
Si, 0.0387, 0.0654, -0.0118
Si, 0.0241, 0.0245, 0.0148
Si, 0.0506, -0.0506, 0.0034
Si, -0.0191, 0.0354, 0.0149
Si, -0.0111, 0.0435, 0.0394
Si, 0.0253, 0.0247, 0.0041
Si, -0.0775, 0.0103, 0.1318
Si, 0.0115, -0.1171, 0.1728
Si, 0.0445, -0.0142, 0.1078
Si, -0.0716, 0.0881, 0.1168
Si, 0.1071, -0.0903, 0.2395
Si, -0.0529, 0.0134, 0.106
Si, -0.0488, 0.071, 0.0415
Si, 0.0521, -0.0217, 0.0816
O, -0.0123, 0.0172, 0.1261
O, -0.0008, 0.0089, 0.1804
O, 0.0172, 0.0219, -0.1299
O, 0.0141, 0.0095, -0.1051
O, -0.0351, 0.0349, -0.1779
O, 0.011, -0.0234, -0.1472
O, -0.0353, 0.0268, 0.1268
O, 0.0013, -0.0022, 0.1067
O, -0.0278, 0.0043, -0.0385
O, -0.0066, -0.0352, -0.0981
O, 0.0129, 0.0122, -0.0761
O, -0.0057, 0.0136, -0.1461
O, 0.0148, 0.0395, -0.0602
O, 0.0122, -0.0547, -0.1637
O, -0.0253, -0.0193, -0.1001
O, 0.0321, 0.0068, -0.0119
O, -0.0222, -0.0064, 0.0834
O, -0.0003, -0.0065, 0.0274
O, -0.0253, 0.0066, 0.0646
O, -0.0079, 0.0451, 0.0561
O, 0.0499, 0.013, 0.0619
O, -0.0462, 0.0064, 0.0404
O, 0.002, 0.0048, 0.0521
O, 0.0037, -0.0322, 0.0378
Si, -0.0045, 0.0314, 0.0766
Si, 0.0075, 0.0131, 0.0821
Si, -0.0152, 0.007, 0.0138
Si, 0.0052, -0.0253, -0.0363
Si, 0.0034, -0.0127, 0.0063
Si, -0.005, -0.0309, -0.0127
Si, 0.0123, -0.0286, -0.0843
Si, 0.0021, 0.0132, -0.0209
Si, -0.0219, -0.0325, 0.007
Si, -0.0119, 0.0258, -0.0285
Si, 0.0289, 0.0166, 0.0109
Si, -0.0039, 0.0004, 0.0214
Si, 0.0619, -0.04, 0.1109
Si, -0.0215, -0.0002, 0.0131
Si, -0.001, -0.0159, -0.0118
Si, -0.0075, -0.0048, -0.0793
Si, 0.007, 0.0017, -0.0509
Si, -0.0278, 0.0426, 0.1412
Si, 0.0052, 0.0164, -0.0195
Si, -0.0023, -0.0268, -0.041
Si, -0.0231, -0.0789, 0.1095
Si, 0.1, -0.0336, 0.0977
Si, 0.0127, -0.0488, -0.0179
Si, -0.0049, -0.0019, 0.0149
Si, -0.0232, -0.0337, 0.0494
Si, 0.0526, 0.013, -0.0237
Si, -0.0645, 0.0242, 0.0304
Si, 0.005, 0.0188, -0.001
Si, 0.0044, -0.0138, -0.0154
Si, -0.0285, -0.0026, -0.0915
Si, 0.017, -0.0123, 0.0264
Si, -0.028, 0.0441, 0.0347
Si, -0.0052, 0.0255, 0.0154
Si, -0.0076, 0.0193, 0.0219
Si, -0.0104, -0.0043, -0.0442
Si, -0.0419, 0.0805, 0.0676
O, 0.0187, -0.0226, 0.0514
O, -0.0227, 0.0063, -0.0062
O, 0.0037, -0.0188, 0.0257
O, 0.027, 0.0104, 0.0015
O, 0.0201, -0.0103, -0.0565
O, 0.0121, -0.0124, 0.0108
O, 0.0341, 0.0132, -0.0082
O, -0.0415, -0.0199, -0.0548
O, -0.0033, 0.0016, 0.0003
O, 0.0388, -0.0424, -0.0865
O, -0.0354, 0.002, 0.0007
O, -0.0141, -0.0022, 0.0179
O, 0.0143, 0.0088, -0.0007
O, 0.0115, 0.0094, 0.0413
O, 0.0082, 0.008, 0.0549
O, 0.0063, 0.0239, 0.0049
O, 0.0239, -0.0108, 0.0331
O, -0.0169, -0.0224, -0.0038
O, 0.036, -0.0309, 0.095
O, 0.0445, -0.043, -0.1066
O, 0.0053, 0.0167, 0.0747
O, -0.0207, -0.0099, -0.0193
O, 0.0074, -0.025, -0.0304
O, -0.0205, -0.0028, -0.0193
O, 0.018, 0.0265, 0.101
O, -0.0133, 0.0248, -0.0526
O, 0.0009, -0.0137, -0.0479
O, -0.0076, 0.0029, -0.0529
O, -0.009, -0.0007, 0.0143
O, 0.0237, 0.0035, -0.0213
O, -0.0019, 0.0122, -0.0085
O, 0.0013, -0.0212, 0.0093
O, -0.01, -0.0147, -0.0116
O, 0.0026, 0.0013, -0.0141
O, 0.0221, 0.0239, -0.0216
O, 0.0039, 0.0137, -0.0167
O, 0.0046, 0.0046, 0.0308
O, -0.0083, 0.0289, 0.0189
O, 0.0048, 0.002, 0.0508
O, -0.0061, -0.0172, 0.0265
O, -0.0098, -0.0069, 0.0019
O, 0.0027, 0.0086, -0.0296
O, 0.0131, -0.0117, -0.0003
O, 0.0101, -0.0122, -0.0367
O, -0.0048, -0.016, -0.0101
O, 0.0088, 0.0118, -0.0067
O, 0.0096, 0.002, 0.0518
O, 0.0086, -0.0311, 0.0124
O, -0.0091, -0.0004, 0.0122
O, 0.0259, 0.027, -0.0493
O, 0.0333, -0.0228, -0.0089
O, -0.0023, 0.0042, -0.0441
O, 0.002, 0.0101, 0.0024
O, -0.0043, -0.0083, 0.0034
O, -0.0077, 0.0098, 0.0054
O, -0.0327, 0.0125, 0.012
O, -0.0023, -0.0134, 0.0136
O, 0.0359, -0.0362, -0.0894
O, 0.007, 0.0153, -0.0365
O, -0.0243, 0.0276, 0.0113
O, -0.0151, -0.0105, -0.0531
O, -0.049, -0.0012, -0.0507
O, 0.0157, -0.009, -0.0118
O, 0.0044, 0.0149, 0.0263

The program warned: the cutoff lies below the one the program advises for these potential files; the exchange-correlation potential is rough where the density is thin.
